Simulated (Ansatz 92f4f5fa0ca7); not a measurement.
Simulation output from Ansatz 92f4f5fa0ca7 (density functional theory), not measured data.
Periodic cell of 208 atoms, Si128O80, from a study of silicon, its oxide and their interface. The atomic structure is a simulated model.
This geometry differs little from another in the collection (a relaxation step or a small displacement).

Settings
functional: r2SCAN
potential files: Ansatz PAW
basis: plane waves
wave-function cutoff: 800 eV
density cutoff ratio: 5
exchange-correlation grid ratio: 1
k mesh: 1 x 1 x 1, shifted by 0.5 0.5 0 of a step
self-consistency stop: 1e-10 eV per atom in the density residual
occupations: fixed
spin: none
net charge: 0

Cell vectors (angstrom)
a	10.88	0	0
b	0	10.88	0
c	-3.613	4.7851	30.8832

Atoms and the computed forces on them: element, x, y, z (angstrom), force x, y, z (eV/angstrom)
Si	0.4336	3.5506	0.1683	-0.0056	-0.0005	-0.0036
Si	3.2799	6.3197	0.1193	-0.0025	0.005	0.0003
Si	-0.528	-0.78	0.2152	0.0037	-0.0035	-0.0257
Si	-8.7179	1.8925	0.1491	0.0059	-0.0042	-0.0276
Si	-5.8866	4.5971	-0.0113	-0.001	-0.0048	-0.0035
Si	-3.2769	7.4008	0.1554	0.0086	-0.0005	-0.0297
Si	-5.0048	-1.7861	0.2604	-0.0018	0.0012	-0.0012
Si	-2.265	0.8459	0.3317	-0.0075	0.0062	-0.0221
Si	-1.3168	2.6647	1.454	0.006	0.005	0.0054
Si	1.4321	5.3862	1.288	0.0074	-0.0024	0.0055
Si	-1.4329	-2.623	1.3693	-0.0019	0.0004	0.0014
Si	1.3025	0.0783	1.3955	0.0001	0.0009	0.0034
Si	-6.8613	2.8427	1.29	-0.0011	0.007	0.003
Si	-4.1591	5.5344	1.3181	-0.0065	0.002	0.0076
Si	4.1513	8.0602	1.4616	0.0007	-0.0049	0.0077
Si	-4.0477	-0.058	1.5122	-0.0023	-0.0039	-0.0021
Si	-2.7524	4.1163	2.6255	-0.0018	0.0001	-0.0035
Si	0.0137	6.8093	2.5818	0.0032	0.0008	-0.001
Si	-2.7077	-1.3669	2.9135	-0.0013	0.0015	0.002
Si	-0.0091	1.3474	2.8907	0	-0.0015	-0.0026
Si	2.7174	4.1049	2.8005	0.0013	0.0021	-0.0038
Si	5.4588	6.7675	2.885	-0.0002	-0.0023	-0.0063
Si	2.7099	9.5128	2.6454	-0.0004	-0.0013	-0.0015
Si	-5.483	1.421	2.6363	-0.0016	0.0011	-0.0061
Si	-4.095	2.7456	4.033	0.0004	0.0023	-0.001
Si	-1.3475	5.4537	3.9788	-0.0021	-0.0007	-0.0016
Si	-4.0697	8.1403	4.1941	-0.0024	0.0001	0.0017
Si	-1.3549	-0.0026	4.2343	-0.0011	0.0008	-0.0005
Si	1.3633	2.7386	4.1428	0.0004	0.0009	0
Si	4.0724	5.426	4.1889	0	0.0015	-0.0004
Si	1.3515	8.1557	4.0273	0.001	-0.001	-0.001
Si	4.0694	0.0148	4.0015	-0.0025	0.0005	-0.0028
Si	-2.7595	1.4002	5.4777	-0.0014	0.0013	0.0006
Si	-0.0324	4.1092	5.4189	0.0004	0.0018	-0.0001
Si	-2.6605	6.771	5.4289	-0.0002	-0.003	-0.0008
Si	0.0345	9.4851	5.4867	0.0032	-0.0011	0.0027
Si	2.7321	1.3436	5.4118	0.0004	0.0014	-0.0005
Si	5.4577	4.058	5.4814	0.0028	-0.003	-0.0003
Si	2.6981	6.8302	5.4687	-0.0022	0.0033	-0.0001
Si	-5.4621	-1.3202	5.4248	-0.0021	-0.0008	0.0017
Si	-1.371	2.7611	6.8161	0.0007	0.0021	0.0005
Si	1.3261	5.4397	6.7958	-0.0046	-0.0009	-0.0005
Si	-1.3496	8.1243	6.8134	0.0003	-0.0021	-0.0003
Si	1.3926	0.0152	6.7976	0.0021	0.0008	-0.0006
Si	4.072	2.6736	6.7891	-0.0011	-0.0023	-0.0005
Si	-4.0267	5.4459	6.7865	0.005	0.0003	0.0005
Si	-6.7983	-2.6662	6.8074	0.0014	0.0012	0.0013
Si	-4.1092	-0.0009	6.8165	-0.0033	0.0004	-0.0001
Si	-2.7094	4.1187	8.1945	0.0014	0.0007	0.0032
Si	-0.0187	6.7739	8.1776	-0.0025	-0.0005	0.0009
Si	-2.7283	9.4885	8.1494	-0.0017	-0.0021	0.0017
Si	0.0089	1.3694	8.1441	0.0032	0.0016	-0.0011
Si	2.695	4.0414	8.1168	-0.0017	0.0001	0.0003
Si	-5.367	6.8497	8.1116	0.0006	0.0025	-0.0006
Si	2.7434	-1.2987	8.1813	-0.0005	0.0014	0.0001
Si	5.394	1.3283	8.1695	-0.0019	-0.0024	0.0024
Si	-4.1212	2.7203	9.4293	-0.0017	0.0006	-0.0011
Si	-1.3633	5.4635	9.6065	0.0022	-0.0018	-0.0006
Si	-4.0463	8.1635	9.6033	-0.0002	-0.0012	0.0004
Si	-1.3546	-0.0253	9.4596	0.0029	-0.0016	0.0006
Si	1.3524	2.7084	9.5599	-0.0033	-0.0021	0.0041
Si	4.1251	5.438	9.3357	0.0037	0.0012	-0.0015
Si	1.3505	8.1876	9.4228	0.0022	0.0019	-0.0023
Si	4.0836	0.0145	9.6248	-0.0015	-0.0046	0.0026
Si	-2.7651	1.3509	10.7184	0.0026	0.0011	0.0028
Si	0.0043	4.086	10.9328	0.001	-0.0017	0.0011
Si	-2.6783	6.8237	11.0428	-0.0023	0.0017	0.0042
Si	0.0057	-1.3941	10.8311	0.0006	-0.0001	0.0077
Si	2.6999	1.3767	10.9955	0.0001	-0.0001	0.0027
Si	-5.4689	4.0994	10.7481	-0.0032	0.0003	0.0038
Si	2.8103	6.8448	10.6127	-0.0016	-0.0004	0.0042
Si	-5.4116	9.5298	10.9817	0.0005	-0.001	0.0013
Si	-1.4544	2.6505	12.144	-0.0001	-0.0014	-0.001
Si	1.5105	5.5672	12.0154	-0.0022	0.0006	-0.0084
Si	-1.2682	8.2237	12.4105	0.0025	-0.005	-0.0024
Si	1.3494	-0.1078	12.2687	0.0024	-0.0027	-0.0039
Si	-6.8203	2.8663	12.2504	0.0017	0.0008	-0.0033
Si	-4.1228	5.3536	12.2197	-0.001	0.0037	0.0012
Si	4.0587	8.0653	12.1747	-0.0059	-0.0016	-0.009
Si	-4.0481	0.1028	12.2593	0.0021	0.0041	-0.0044
Si	-3.2874	3.4962	13.4009	0.0049	0.0031	0.0157
Si	0.624	7.175	13.4638	-0.0054	-0.0028	0.0155
Si	-2.2273	-0.7593	13.516	-0.0036	-0.0044	0.0241
Si	-0.502	0.8711	13.3175	0.0008	0.0013	-0.0007
Si	1.9948	6.6338	-8.3742	-0.0018	0.0039	-0.0013
Si	-5.8517	6.3192	13.45	0.0028	-0.0012	0.0041
Si	2.3865	-1.853	13.5292	0.0072	0.0023	-0.0008
Si	-5.0763	1.8958	13.4353	-0.0016	-0.0013	-0.001
Si	-7.6849	4.7394	13.4394	-0.0031	-0.0011	0.0183
Si	-5.2579	3.6749	-2.1544	-0.0029	-0.0031	-0.051
Si	3.5225	2.0872	18.1946	-0.0024	0.0107	0.0494
Si	-6.3351	4.3614	-4.9518	-0.0039	0.0026	-0.0434
Si	1.8384	5.18	-3.8971	-0.0009	-0.0009	-0.0595
Si	3.6656	-1.3388	15.5023	0.004	-0.0005	0.0324
Si	-0.1558	1.9048	15.3339	0.0049	0.0041	0.0425
Si	1.5464	0.096	17.2834	-0.0104	-0.0046	0.0498
Si	3.0266	7.3742	-1.9362	-0.0109	-0.0009	-0.0447
Si	-5.2905	7.1199	15.5882	0.0076	-0.0011	0.0495
Si	-2.0271	6.7063	-5.4937	-0.0036	-0.0014	-0.0371
Si	-3.6095	-0.6028	-8.4759	0.0018	-0.002	0.0045
Si	-0.3231	3.877	-2.0243	-0.0026	0.0133	-0.0477
Si	-1.826	-1.9305	20.7981	0.0011	0.003	0.0208
Si	-5.7048	-1.409	-1.9303	0.0026	0.0096	-0.0537
Si	1.2309	2.4865	-7.4793	-0.0033	-0.0014	-0.0091
Si	-5.5371	1.3253	15.6963	-0.01	-0.0035	0.0469
Si	-5.1952	6.3205	18.3891	0	-0.003	0.0484
Si	-2.5566	4.6719	18.8505	0.0051	0.0098	0.0377
Si	-0.8003	-1.4624	-4.9323	-0.0063	0.0029	-0.0455
Si	-6.1655	6.9384	-6.8252	-0.0022	0.0049	-0.0215
Si	-3.1619	2.7536	21.2699	-0.0011	-0.0049	0.0154
Si	-5.5469	0.855	20.366	0.0067	0.0004	0.0258
Si	-3.4814	-0.4189	-3.9309	0.0017	-0.0102	-0.0483
Si	-1.8251	6.5898	-2.4571	0.0071	-0.0016	-0.0555
Si	-2.6938	2.0725	-2.4726	-0.0067	-0.0036	-0.0467
Si	3.0502	4.8302	19.3659	0.0003	0.004	0.0341
Si	0.2319	5.2098	-6.3549	0.002	-0.0039	-0.0277
Si	-4.3595	-1.6109	18.9829	-0.0039	-0.0017	0.0425
Si	0.4018	-2.0299	-2.4037	-0.0049	-0.0114	-0.0486
Si	-3.5744	7.2257	-8.0234	-0.0017	0.0028	-0.0048
Si	-5.5123	-0.8805	-6.2565	-0.0045	-0.0034	-0.026
Si	-0.8191	0.09	-7.6071	0.0001	-0.0004	-0.0158
Si	-0.3755	-2.2551	18.0641	0.0022	-0.0085	0.0405
Si	-2.8746	2.7622	16.3139	0.0054	0.001	0.0513
Si	3.5872	1.2703	-2.4993	0.0021	0.001	-0.0574
Si	-2.9296	-1.8444	16.3326	0.0053	-0.0117	0.0641
Si	3.6089	1.6297	-5.5257	0.0023	-0.0055	-0.0424
Si	0.409	5.7866	18.2652	-0.0044	0.0096	0.0429
Si	0.9777	4.8101	15.4071	-0.003	-0.0044	0.048
O	-1.4871	1.933	16.2685	0.0079	-0.0026	-0.0236
O	-5.9824	-0.2458	15.4786	0.0019	0.0029	-0.0118
O	2.618	-0.9227	16.6514	0.0165	-0.0125	-0.033
O	-5.1625	6.9013	-8.1161	0.0014	-0.0011	0.0061
O	-1.3491	5.1276	-1.996	0.0103	-0.0086	0.021
O	-2.7555	1.0778	-1.213	0.0058	-0.0045	0.0328
O	-2.0592	-1.1667	-3.9632	-0.0061	0.0037	0.0187
O	-1.282	-0.4973	21.3165	-0.0016	-0.0019	-0.0007
O	-1.0302	7.9802	-5.6453	0.002	0.0051	0.0164
O	3.0482	1.5154	-4.0014	0.0024	-0.0054	0.0401
O	-5.1554	7.9009	18.7105	0.0004	-0.0026	-0.0151
O	-2.8401	3.7483	17.5705	-0.0048	-0.0196	-0.0358
O	-3.3162	-1.8126	20.196	-0.002	-0.0008	-0.0162
O	3.2032	6.7349	-7.3284	0.0018	-0.0012	0.0041
O	0.3486	6.1872	14.7837	0.0009	0.0084	-0.0254
O	0.9254	5.8414	-5.0368	0.0081	0.001	0.0193
O	-0.4943	7.503	-2.405	-0.0042	0.0022	0.016
O	-2.5773	-0.8286	15.1324	0.0092	0.0139	-0.0422
O	-5.0264	-0.4086	-7.7259	-0.0005	-0.0021	0.0092
O	-2.9582	7.1073	-1.4389	-0.0147	0.0125	0.0387
O	0.9955	1.1366	16.1766	-0.0131	0.0112	-0.034
O	-6.4482	8.0796	-2.381	0.0023	0.0005	0.0205
O	-3.6692	3.3355	-2.194	-0.0059	0.002	0.0172
O	0.478	-1.4843	-3.932	0.005	-0.0059	0.0325
O	0.5714	3.6602	-6.5863	0.0012	0.0096	0.0082
O	-1.1126	5.435	18.7613	0.0036	0.001	-0.0141
O	-6.6578	1.9213	16.7327	0.0191	-0.011	-0.0389
O	1.5788	5.5164	19.356	-0.004	-0.0008	-0.0165
O	-3.8395	7.8728	15.6611	-0.0104	-0.0071	-0.0225
O	-3.6893	-1.1385	17.5794	0.0117	0.0008	-0.0306
O	-2.3901	0.3509	-7.9638	0.0018	-0.0012	0.0017
O	-6.6451	0.1661	-5.8143	-0.0016	0.007	0.0114
O	-1.8981	2.0143	21.9434	0.0002	-0.0049	0.0014
O	0.2504	3.4392	14.9291	-0.0036	-0.0091	-0.0172
O	-0.8781	-2.3906	19.5893	0.0098	-0.0006	-0.021
O	-2.4588	6.5484	-3.9477	0.0092	0.003	0.0377
O	-1.1787	2.6324	-2.6615	0.0061	0.0033	0.0165
O	2.5862	6.3356	-3.0857	0.0115	0.0175	0.0352
O	-1.8045	7.8823	22.0155	0.0004	-0.0009	-0.002
O	0.0827	1.4071	-7.8432	0.0026	0.0021	0.006
O	-6.1698	2.8629	-5.6202	0.0002	0.0054	0.0198
O	-1.5545	-2.4161	16.9634	-0.0166	0.0034	-0.0237
O	0.9595	4.2013	-2.9678	-0.0187	-0.0114	0.0324
O	-6.5815	5.7855	18.9993	0.0108	0.0025	-0.0169
O	-4.0997	1.6898	16.4057	-0.0101	-0.0028	-0.0263
O	-6.7746	-0.2333	-2.2507	0.0072	-0.0039	0.0211
O	-6.0129	-2.4382	-6.1777	0.0024	0.0046	0.0083
O	-6.0444	2.2548	-2.2095	-0.0013	0.0111	0.0197
O	-4.1511	1.5906	20.7233	-0.0026	-0.001	-0.0062
O	-5.5659	4.496	-3.5283	0.0075	-0.0048	0.0451
O	1.879	-2.3556	-1.8454	0.0038	-0.0021	0.0184
O	-0.2573	-0.9511	-1.4059	-0.0082	0.0128	0.0348
O	2.9556	4.3371	-4.6726	-0.006	0.0058	0.0239
O	-6.3424	0.3711	21.7075	0.0012	0.0011	-0.0041
O	-2.9863	3.7258	15.0105	-0.0051	0.0067	-0.0358
O	2.4258	1.8406	-6.6073	0.0053	0.0009	0.0122
O	0.6651	6.0794	-7.637	0.0014	-0.0048	0.0101
O	-3.2282	1.1752	-3.7175	0.0034	0.0138	0.0288
O	-3.2892	6.8835	-6.4671	0.0106	-0.0005	0.0166
O	0.3699	-0.827	17.8953	0.0111	0.0094	-0.0195
O	-2.5522	3.7068	20.1329	-0.0014	0.005	-0.0163
O	2.3972	1.5641	-1.453	-0.011	0.0093	0.0352
O	3.3551	4.3565	20.858	0.001	0.0019	-0.0133
O	0.5685	7.3407	17.8361	0.0005	-0.0008	-0.0116
O	-0.64	-0.3263	-6.0533	-0.002	-0.0091	0.0223
O	-3.1462	-2.1179	-8.2102	0.0011	-0.0016	-0.0009
O	-5.2493	6.0247	16.7903	0.0001	0.0083	-0.0459
O	2.9878	3.5975	18.324	0.0027	-0.0092	-0.0164
O	-3.819	5.6905	18.9904	-0.0048	0.0001	-0.0175
O	2.5436	4.6609	14.9717	0.0096	0.0037	-0.0269
O	2.313	1.0131	18.3734	-0.0047	-0.006	-0.0183
O	-6.3659	1.8975	19.4526	-0.0089	0.0008	-0.0218
O	-4.3666	-1.1111	-2.7825	-0.0196	-0.0087	0.0341
O	-5.8994	5.6545	-5.8401	-0.0018	-0.0118	0.018
O	-5.3631	-0.4555	19.4529	0.0037	-0.0089	-0.0132
O	-4.2055	-0.6884	-5.3341	0.0106	0.0069	0.0294
O	0.7588	4.8691	16.9911	0	-0.0074	-0.0398
O	-0.3098	-1.118	-8.5373	0.0018	-0.0014	0.0003
O	-1.3394	5.3604	-6.0675	-0.0015	0.0028	0.0131
O	-6.5042	8.1519	15.943	-0.0003	0.0075	-0.0242

Results
free energy: -127505.971 eV
free energy less fixed offsets of O -570.45, Si -639.56 eV per atom: -6.291 eV

The program warned: the cutoff lies below the one the program advises for these potential files; the forces do not sum to zero within the program's tolerance; empty levels may hold ghost states of the PAW files; the exchange-correlation potential is rough where the density is thin.
